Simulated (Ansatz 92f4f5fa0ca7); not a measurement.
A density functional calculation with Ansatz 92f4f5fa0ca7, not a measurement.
Periodic cell of 218 atoms, Si134O84, from a study of silicon, its oxide and their interface. The atomic structure is a simulated model.
Doubt: the cutoff is far below the 930 eV that the study's wrapper takes by default for these files, so forces and energies are approximate.
This geometry differs little from another in the collection (a relaxation step or a small displacement).

Settings
functional: PBE
potential files: Ansatz PAW
basis: plane waves
wave-function cutoff: 580 eV
density cutoff ratio: 5
exchange-correlation grid ratio: 1
k mesh: 1 x 1 x 1, Gamma-centred
self-consistency stop: 5e-08 eV per atom in the density residual
occupations: fixed
spin: none
net charge: 0

Cell vectors (angstrom)
a 10.938 0 0
b 0 10.938 0
c 0 0 31.9212

Atoms: element, x, y, z (angstrom)
Si 0.5672 -0.5736 24.7516
Si 5.9343 -0.3873 24.4577
Si 2.1164 3.4175 24.3638
Si 7.7344 3.2859 24.4845
Si 0.3547 5.154 24.5406
Si 6.0141 5.0666 24.3982
Si 2.3964 8.7234 24.676
Si 7.859 8.8811 24.4596
Si 1.39 1.4719 25.6507
Si 6.8358 1.431 25.715
Si 4.094 4.1624 25.5974
Si 9.5527 4.1352 25.7776
Si 1.3857 6.8788 25.796
Si 6.9145 6.9208 25.6186
Si 4.2022 9.6451 25.8357
Si 9.5783 9.6272 25.9409
Si 2.7527 0.0915 27.1137
Si 8.1786 0.0919 27.1753
Si -0.0305 2.7123 27.115
Si 5.3937 2.7426 27.0773
Si 2.7764 5.4854 27.1111
Si 8.2065 5.5415 27.1143
Si -0.0258 8.1627 27.1894
Si 5.4969 8.1618 27.1188
Si 4.1018 1.3673 28.5029
Si 9.5708 1.3673 28.5029
Si 1.3673 4.1018 28.5029
Si 6.8362 4.1018 28.5029
Si 4.1018 6.8362 28.5029
Si 9.5708 6.8362 28.5029
Si 1.3673 9.5708 28.5029
Si 6.8362 9.5708 28.5029
Si 0 0 29.8702
Si 5.469 0 29.8702
Si 2.7345 2.7345 29.8702
Si 8.2035 2.7345 29.8702
Si 0 5.469 29.8702
Si 5.469 5.469 29.8702
Si 2.7345 8.2035 29.8702
Si 8.2035 8.2035 29.8702
Si 1.3673 1.3673 31.2374
Si 6.8362 1.3673 31.2374
Si 4.1018 4.1018 31.2374
Si 9.5708 4.1018 31.2374
Si 1.3673 6.8362 31.2374
Si 6.8362 6.8362 31.2374
Si 4.1018 9.5708 31.2374
Si 9.5708 9.5708 31.2374
Si 2.7345 0 0.6835
Si 8.2035 0 0.6835
Si 0 2.7345 0.6835
Si 5.469 2.7345 0.6835
Si 2.7345 5.469 0.6835
Si 8.2035 5.469 0.6835
Si 0 8.2035 0.6835
Si 5.469 8.2035 0.6835
Si 4.1018 1.3673 2.0507
Si 9.5708 1.3673 2.0507
Si 1.3673 4.1018 2.0507
Si 6.8362 4.1018 2.0507
Si 4.1018 6.8362 2.0507
Si 9.5708 6.8362 2.0507
Si 1.3673 9.5708 2.0507
Si 6.8362 9.5708 2.0507
Si 0 0 3.418
Si 5.469 0 3.418
Si 2.7345 2.7345 3.418
Si 8.2035 2.7345 3.418
Si 0 5.469 3.418
Si 5.469 5.469 3.418
Si 2.7345 8.2035 3.418
Si 8.2035 8.2035 3.418
Si 1.3569 1.3386 4.7248
Si 6.8286 1.3431 4.9078
Si 4.1179 4.0798 4.7473
Si 9.5704 4.0575 4.8326
Si 1.3764 6.8353 4.8282
Si 6.8812 6.7873 4.6685
Si 4.1091 9.5718 4.8405
Si 9.5644 9.5729 4.7509
Si 2.6685 0.0292 6.1795
Si 8.21 -0.1372 6.2643
Si -0.0472 2.5752 6.1565
Si 5.3983 2.7643 6.2617
Si 2.7363 5.3898 6.1415
Si 8.1577 5.4557 6.1238
Si -0.023 8.2379 6.15
Si 5.5473 8.0863 6.0445
Si 3.4357 1.9356 7.3761
Si 10.0658 0.7232 7.4758
Si 1.6126 3.6858 7.3619
Si 6.3859 4.5901 7.4512
Si 4.626 6.2913 7.2517
Si 9.2221 7.1417 7.374
Si 0.8935 9.9953 7.456
Si 7.2949 8.8904 7.4188
O 6.4619 9.1979 8.827
O 0.7781 4.2319 8.7329
O 1.1843 9.6031 9.0549
O 6.8761 4.4037 9.0444
O 9.9608 6.382 8.6804
O 3.7185 1.4276 8.9095
O 4.2774 6.8772 8.7584
O 9.8304 0.8908 9.1266
O 5.3139 0.0814 22.973
O 8.0933 2.986 22.8804
O -0.2437 5.6324 23.0497
O 5.7735 5.4753 22.7949
O 8.6385 8.8531 22.9469
O 2.2264 3.2006 22.7018
O 2.9179 8.4677 23.11
O 0.1186 -0.7621 23.1654
Si -2.2771 -1.239 17.4093
Si 7.3492 3.6268 10.3967
Si 3.895 0.8793 10.4107
Si 3.9787 -5.2115 12.4957
Si 5.6305 11.2424 21.3849
Si -1.2958 -0.9147 22.3736
Si -1.6079 6.8065 17.2415
Si 4.4617 14.144 17.0089
Si -1.1515 -4.109 14.2869
Si -8.6485 8.4402 21.6109
Si 6.4324 -1.0833 10.3103
Si -10.7912 0.601 17.6876
Si 14.0431 6.8723 9.8625
Si -5.8513 1.2557 14.8633
Si -6.6262 -3.8085 19.483
Si -0.2743 2.2582 20.0589
Si -5.2923 -2.8043 12.8469
Si 0.2782 -4.7206 21.6102
Si -0.0334 -7.8957 14.3043
Si 0.3269 5.6791 9.3777
Si 1.8722 3.8582 21.2431
Si -1.0743 4.8861 12.0052
Si 13.1897 12.6103 15.6417
Si 0.5205 5.3392 16.0621
Si 0.4657 -1.7449 13.2798
Si 8.4146 -4.5927 20.0141
Si 19.7004 0.911 10.3569
Si 3.452 6.0244 16.7265
Si 4.4573 13.6126 20.0909
Si 17.6485 19.823 19.6278
Si 4.9388 2.9747 12.3337
Si 0.6321 10.4892 20.3659
Si 3.0787 7.8473 14.2301
Si 5.9655 5.0332 21.2335
Si 7.228 -1.0049 14.6269
Si 1.8914 -1.4362 10.5195
Si 8.2684 12.7249 21.7979
Si -1.354 0.648 13.3211
O 4.2494 -2.2088 13.4852
O 5.4757 8.1134 18.8778
O 5.4507 -8.5951 16.0338
O 8.8461 -4.196 15.6508
O 5.9247 -0.1146 15.0025
O 3.0612 8.3544 10.5353
O -0.1917 3.8377 12.8921
O -3.3948 -1.0978 18.5949
O 6.8336 -2.4024 13.8816
O 0.3265 6.2973 14.7525
O -0.8185 9.813 20.8146
O 2.8189 -4.4436 13.3437
O 1.4766 2.4197 14.4078
O 1.9864 -1.0161 21.025
O 0.5567 12.0408 20.8494
O 7.9315 10.4582 10.5364
O 4.5808 4.8201 16.6729
O 3.4853 -5.2285 10.9401
O 0.8121 7.7462 21.695
O 6.9005 12.2052 21.146
O -7.5298 6.624 18.2353
O 9.1085 2.2696 20.4953
O 5.9933 -1.1559 20.7776
O 0.809 -1.8417 11.6784
O -0.9837 6.2277 20.5644
O 5.0252 -5.0462 20.2389
O 3.5986 7.3073 15.7015
O -3.4178 5.1976 20.7538
O -0.0853 2.0423 18.4503
O -1.2179 1.9241 14.325
O 10.9402 -0.2199 13.581
O 5.3106 11.0185 10.4713
O 12.5795 6.6309 9.1836
O 8.6703 4.2713 11.0909
O 2.9267 2.6748 16.7492
O 9.5492 12.0927 11.7635
O -3.0276 -1.4503 16.0056
O -2.0332 0.5238 22.6051
O 7.7296 7.8061 20.3223
O 5.4128 6.5202 12.6826
O -7.4434 0.8518 14.9595
O 5.5049 1.9395 13.4451
O 1.7381 5.4854 21.3016
O 2.9571 14.2452 20.1808
O 2.6285 -0.0312 10.8758
O 9.1768 5.9326 13.067
O 5.4552 -7.4413 21.087
O -2.7228 -0.1434 13.6657
O 3.9046 2.1723 11.3836
O 7.6891 2.0855 10.005
O 0.3784 3.6102 20.6286
O 2.0811 5.2322 16.3867
O 1.16 0.741 16.4281
O 6.0711 8.7045 11.3912
O -0.2075 3.932 15.6679
O 4.4345 12.0418 20.5879
O -0.8565 -2.6331 13.6665
O 3.3632 7.8273 20.5808
O -6.0252 2.8645 18.5384
O -0.0077 5.5578 10.9683
O -11.1389 -4.9452 17.3625
O -1.3623 -2.5707 17.6575
O 4.1342 -6.7325 13.0407
O 1.7399 8.7836 14.2291
O 9.6072 0.0701 17.2527
O 11.7059 -0.4923 18.7389
O -2.5896 6.1383 18.3709
O 6.1485 3.6413 11.4849

Results
free energy: -132958.150 eV
free energy less fixed offsets of O -568.88, Si -635.61 eV per atom: -0.490 eV

Forces (eV/angstrom), in the order of the atoms: element, x, y, z
Si -0.0405 0.0004 -0.0274
Si -0.0012 0.0098 -0.0065
Si 0.0132 -0.0187 -0.015
Si 0.0207 -0.0101 -0.0014
Si -0.0163 0.0116 -0.0027
Si -0.0166 0.0121 -0.0076
Si 0.0323 -0.0179 -0.0013
Si 0.0045 -0.0053 -0.0029
Si 0.0053 0.011 0.0178
Si -0.0043 -0.0082 0.0133
Si -0.0021 0.0014 0.015
Si 0.0009 -0.0029 0.0113
Si -0.0005 0.0024 0.0139
Si 0.0003 -0.0021 0.0112
Si -0.0055 -0.0071 0.0105
Si -0.0053 0.0033 0.0091
Si -0.0051 -0.0122 -0.0077
Si -0.0023 0.0027 0.0012
Si 0.0063 0.0051 0.0001
Si 0.0046 0.0073 -0.0069
Si -0.0048 -0.0027 -0.0073
Si -0.0009 -0.0021 -0.0028
Si 0.0217 0.0153 -0.0081
Si 0.0011 0.0076 0.0005
Si 0.014 0.3028 0.3275
Si 0.0831 0.2407 0.4973
Si 0.05 -0.0528 -0.375
Si -0.2305 0.1688 -0.5708
Si 0.1933 -0.0541 0.1131
Si -0.1402 -0.2239 0.656
Si 0.1024 0.2382 -0.31
Si -0.0095 0.0086 -0.1126
Si -0.0226 0.0146 0.0081
Si -0.0272 -0.0306 -0.0283
Si 0.055 -0.0051 0.0167
Si 0.1375 0.0009 -0.0159
Si -0.0718 0.0047 -0.0123
Si -0.0269 -0.0007 0.0132
Si 0.1078 0.0517 -0.0372
Si 0.1023 0.0283 0.0141
Si 0.003 0.0171 -0.0117
Si -0.0388 -0.0119 -0.0513
Si -0.0263 0.0086 0.0003
Si 0.0057 0.0278 -0.0231
Si -0.0383 -0.0115 -0.0532
Si -0.0192 0.02 -0.0169
Si -0.0154 0.0201 -0.0265
Si -0.0106 -0.0316 0
Si 0.0291 -0.0343 0.0158
Si 0.0103 0.0625 0.0047
Si -0.0649 -0.0107 0.0158
Si 0.0416 -0.0359 -0.0062
Si 0.0144 0.0456 0.0094
Si 0.0769 -0.0078 0.0204
Si 0.0673 -0.0581 0.0062
Si -0.0298 0.0076 0.0134
Si -0.0508 0.0301 -0.0135
Si 0.0053 -0.0871 -0.0012
Si 0.0183 0.0076 -0.0032
Si -0.1599 -0.041 -0.033
Si 0.0301 -0.0257 0.0099
Si -0.0338 0.0808 -0.0295
Si -0.0826 0.0039 -0.0081
Si 0.0328 -0.0398 -0.002
Si -0.1954 -0.1168 -0.527
Si 0.0384 0.0833 0.557
Si 0.0443 -0.1196 -0.3169
Si -0.2084 -0.2474 0.5415
Si -0.0197 -0.1033 0.4704
Si -0.1067 -0.2607 -0.6395
Si 0.0493 0.0464 0.391
Si 0.268 0.0791 -0.6127
Si -0.0017 -0.0012 0.0071
Si -0.0054 -0.0027 0.0024
Si -0.0015 0.0029 0.013
Si 0.003 0.001 0.0017
Si -0.0015 0.0002 0.0071
Si -0.0034 -0.0055 0.0077
Si 0.0046 -0.0027 0.0054
Si 0.0036 -0.0011 0.0111
Si -0.0022 -0.0044 -0.0025
Si 0.0069 0.0026 -0.0053
Si -0.0039 0.0028 -0.0108
Si 0.004 0.0042 -0.003
Si -0.0057 -0.0026 -0.015
Si -0.0025 -0.0011 -0.0089
Si -0.0017 -0.0028 -0.0108
Si -0.0001 0.004 -0.0113
Si 0.0096 -0.0143 0.0241
Si -0.0147 0.0067 0.0155
Si -0.0095 0.0096 0.004
Si 0.0052 -0.0143 0.0145
Si 0.0099 0.0107 0.0156
Si -0.0061 0.0102 0.0006
Si 0.0201 -0.0043 0.0045
Si 0.0068 -0.0061 0.0086
O -0.0002 0.0048 0.0022
O 0.0091 -0.0126 -0.0076
O -0.0087 0.0016 -0.0171
O 0.0003 0.0068 -0.0263
O -0.012 0.0066 -0.0045
O -0.0016 -0.0052 0.0109
O -0.0017 0.0023 -0.0216
O 0.0062 0.0016 -0.0198
O 0.0006 -0.0004 0.0022
O -0.0057 0.0203 0.0163
O -0.0047 -0.0059 0.0128
O -0.0009 0.0046 0.0176
O -0.0042 -0.0028 0.0055
O 0.0029 -0.0033 0.0225
O -0.0011 -0.0004 0.0097
O 0.0079 0.0031 0.0284
Si 0.0043 -0.0013 -0.0061
Si -0.0083 -0.0168 0.0155
Si 0.0163 0.0101 -0.0123
Si -0.0029 0.0078 -0.0082
Si 0.0021 0.0049 -0.0089
Si 0.0036 0.0144 -0.0249
Si 0.0036 -0.0011 -0.002
Si -0.0037 0.0009 -0.0086
Si 0.0061 0.0004 0.0019
Si 0.0051 0.0077 -0.0189
Si -0.0186 -0.0046 0.005
Si -0.0007 -0.002 -0.0042
Si 0.002 -0.0039 0.0198
Si -0.0044 -0.0036 0.0019
Si -0.0052 -0.0015 -0.0064
Si 0.0006 -0.0028 -0.0025
Si 0.0017 0.0051 -0.0044
Si -0.0035 -0.0051 -0.016
Si 0.005 -0.0012 0.0016
Si 0.0046 0.0062 0.0194
Si -0.0084 -0.0022 -0.0229
Si 0.0066 0.0057 0.0018
Si 0.0057 -0.001 -0.0031
Si 0 0.0002 -0.0036
Si 0.0011 -0.0015 -0.005
Si 0.0012 -0.0027 -0.0035
Si -0.0147 0.0069 0.0162
Si -0.0015 -0.0073 -0.0064
Si 0.0016 0.0049 -0.0056
Si 0.0046 0.0048 -0.0004
Si 0.0047 -0.0003 -0.0038
Si -0.0059 0.0049 -0.0054
Si -0.0021 0.0033 -0.0062
Si 0.0048 -0.0088 -0.0231
Si -0.0036 0.0014 -0.0036
Si 0.0038 -0.0058 0.0192
Si 0.0068 -0.0153 -0.0312
Si 0.0002 -0.0014 -0.0094
O 0.0067 -0.0023 0.0032
O 0.0051 0.0049 0.0003
O 0.0008 0.0007 0.0036
O 0.0009 0.0004 0.0018
O 0.0038 -0.0021 0.003
O -0.0027 0.0016 -0.0039
O -0.0018 0.0025 0.0002
O -0.0068 -0.0022 0.0065
O -0.003 -0.0034 0.0002
O -0.0042 0.0008 0.0035
O -0.0031 -0.0057 0.0084
O 0.0046 -0.0049 0.0059
O -0.0023 0.0001 0.0033
O 0.0049 -0.0088 0.0078
O 0.0017 0.0031 0.0012
O 0.0075 0.0041 0.0039
O 0.0016 0.0035 0.0047
O 0.004 0.0013 0.0011
O 0.0046 0.0127 0.0037
O -0.0084 -0.0105 0.0062
O 0.0037 0.0045 0.0057
O -0.0025 0.0014 0.0087
O -0.0015 0.0051 0.0027
O 0.0046 0.0005 -0.0032
O 0.0057 0.0001 0.0046
O 0.0006 -0.0042 0.0007
O 0.0001 0.0006 0.0009
O -0.0045 -0.0067 0.0062
O -0.0006 0.0034 0.007
O -0.0006 -0.0002 0.0026
O 0.0003 0.0007 0.0045
O -0.0107 -0.0004 -0.0082
O -0.0074 -0.0017 -0.0029
O -0.0042 -0.0044 -0.0022
O 0.001 -0.0004 0.0029
O 0.0002 -0.001 -0.0051
O -0.0002 0.002 0.0041
O 0.0068 -0.0061 0.0097
O -0.0017 0.0056 -0.0004
O -0.003 -0.004 0.0063
O 0.0013 0.0004 0.0034
O 0.0011 0.0058 0
O -0.0017 0.003 0.0035
O 0.0012 -0.0014 0.0037
O 0.0054 0.0049 -0.0032
O -0.0016 -0.0038 0.0003
O 0.0055 0.0085 0.0037
O 0.0033 0.0012 0.0024
O -0.0006 -0.0223 -0.0132
O 0.0102 0.0023 0.0047
O 0.003 -0.0004 0.0033
O 0.0023 0.0023 0.0019
O -0.0014 0.0004 0.0043
O -0.0002 0.0163 -0.0069
O -0.0007 -0.0012 0.0027
O 0.0063 -0.0059 0.0041
O -0.002 0.0027 0.0056
O -0.0087 0.0046 0.0097
O 0.0006 -0.0013 0.0152
O 0.0006 -0.002 -0.0093
O -0.0022 0.0003 0.0005
O 0.0012 -0.0005 0.0031
O 0.0034 -0.0018 0.0025
O -0.0002 0.0009 0.0038
O 0.0024 0.001 0.0022
O 0.0016 -0.0026 0.0068
O 0.0002 0.0001 0.0057
O 0.0019 0.0015 -0.0015

The program warned: the cutoff lies below the one the program advises for these potential files; the exchange-correlation potential is rough where the density is thin.
